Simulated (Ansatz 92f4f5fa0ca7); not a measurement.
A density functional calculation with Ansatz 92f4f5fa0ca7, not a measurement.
Periodic cell of 215 atoms, Si132O82P1, from a study of silicon, its oxide and their interface. The atomic structure is a simulated model.
Doubt: the cutoff is far below the 930 eV that the study's wrapper takes by default for these files, so forces and energies are approximate.
This geometry differs little from another in the collection (a relaxation step or a small displacement).

Settings: functional PBE; potential files Ansatz PAW; basis plane waves; wave-function cutoff 580 eV; density cutoff ratio 5; exchange-correlation grid ratio 1; k mesh 1 x 1 x 1, Gamma-centred; self-consistency stop 5e-08 eV per atom in the density residual; occupations fixed; spin none; net charge +1 e, with a uniform compensating background and no finite-size correction.

Cell vectors (angstrom)
a 10.938 0 0
b 0 10.938 0
c 0 0 31.5432

Atoms: element, x, y, z (angstrom)
Si 10.437 0.5732 24.3456
Si 6.0485 10.4991 24.1573
Si 2.1313 3.2456 24.087
Si 8.7056 2.2546 24.3122
Si 0.5037 5.0523 24.1687
Si 5.0538 5.891 24.198
Si 3.3986 7.6468 24.1632
Si 7.8334 8.825 23.9998
Si 1.3464 1.4773 25.4584
Si 6.9222 1.2989 25.5039
Si 4.0279 4.0989 25.3292
Si 9.6713 4.0931 25.4244
Si 1.5013 6.8125 25.3722
Si 6.9001 6.9434 25.2422
Si 4.2341 9.5272 25.348
Si 9.5319 9.6393 25.4406
Si 2.7832 0.0024 26.6421
Si 8.2275 -0.0291 26.9507
Si 0.0192 2.7644 26.9233
Si 5.4517 2.7333 26.6666
Si 2.761 5.4354 26.8434
Si 8.2286 5.5206 26.6284
Si 0.0457 8.2091 26.6519
Si 5.5584 8.1925 26.7986
Si 4.1119 1.3635 28.0733
Si 9.5975 1.3679 28.2354
Si 1.3944 4.1167 28.2338
Si 6.8399 4.1328 28.0252
Si 4.1614 6.8189 28.1407
Si 9.6004 6.8481 28.0528
Si 1.3989 9.5872 28.0483
Si 6.8532 9.5339 28.2356
Si 0.0548 -0.0231 29.5263
Si 5.4518 0.0081 29.4937
Si 2.7711 2.7068 29.5259
Si 8.177 2.7698 29.4755
Si -0.012 5.5022 29.499
Si 5.5113 5.4494 29.5049
Si 2.7575 8.2117 29.4467
Si 8.2574 8.1613 29.5302
Si 1.399 1.3529 30.9058
Si 6.8198 1.3814 30.8381
Si 4.1331 4.0859 30.8834
Si 9.5544 4.1204 30.8439
Si 1.3773 6.8623 30.8296
Si 6.8735 6.8031 30.8959
Si 4.0952 9.5742 30.849
Si 9.6099 9.5481 30.8925
Si 2.7554 -0.0313 0.7229
Si 8.1851 0.0027 0.6576
Si -0.0255 2.7476 0.6716
Si 5.4852 2.7099 0.7141
Si 2.719 5.4795 0.6608
Si 8.2237 5.4322 0.7336
Si 0.0423 8.1793 0.716
Si 5.474 8.2097 0.6708
Si 4.1248 1.3348 2.0778
Si 9.5246 1.3793 2.028
Si 1.3275 4.1312 2.0443
Si 6.8565 4.0512 2.0879
Si 4.0798 6.8556 2.0251
Si 9.6137 6.7991 2.0725
Si 1.3884 9.5468 2.0898
Si 6.8372 9.5739 2.0616
Si -0.0491 -0.0095 3.3448
Si 5.4802 -0.0181 3.5005
Si 2.7005 2.7248 3.3446
Si 8.192 2.6814 3.5147
Si -0.0133 5.457 3.53
Si 5.4534 5.4664 3.3354
Si 2.7522 8.1905 3.4943
Si 8.2359 8.1778 3.3827
Si 1.2741 1.3761 4.6637
Si 6.8453 1.299 4.9398
Si 4.0655 4.1092 4.6505
Si 9.5307 4.059 4.9095
Si 1.3743 6.8585 4.9011
Si 6.8392 6.8007 4.6794
Si 4.1186 9.553 4.8953
Si 9.5827 9.5726 4.7564
Si 2.6324 0.0525 6.075
Si 8.2344 -0.1388 6.2879
Si -0.0186 2.6557 6.2122
Si 5.3795 2.764 6.0967
Si 2.7568 5.4239 6.15
Si 8.0907 5.4366 6.1844
Si -0.0002 8.2638 6.2408
Si 5.5777 8.153 6.1574
Si 3.4559 1.9476 7.1819
Si 10.0185 0.8439 7.4862
Si 1.7647 3.6677 7.3593
Si 6.1995 4.5379 7.3942
Si 4.6363 6.3224 7.25
Si 9.1539 7.1844 7.3343
Si 0.8924 10.1717 7.4587
Si 7.4159 8.8825 7.4994
O 4.5561 6.6737 8.8859
O 1.3745 3.9876 8.9566
O 9.7281 6.5247 8.755
O 1.3592 10.116 9.1772
O 6.0297 4.2306 9.0434
O 3.6164 1.5007 8.7719
O 7.1418 8.9456 9.1602
O 9.6584 1.0661 9.0996
O 8.2522 2.5334 22.7501
O 10.9985 5.5457 22.648
O 5.6339 0.0882 22.6484
O 5.2826 5.389 22.6341
O 2.1499 2.8051 22.4809
O 3.3321 7.8532 22.5116
O 8.382 8.7437 22.4212
O -0.1696 11.2341 22.7579
Si 2.1661 2.9962 12.8952
Si 8.6649 1.307 10.3623
Si 1.0762 4.5069 15.361
Si 7.5287 5.5552 12.2126
Si 2.4123 8.1832 21.215
Si 5.404 7.7823 12.5022
Si 9.2772 0.4551 15.4978
Si 2.9186 -0.0355 16.6703
Si 10.4676 1.1895 12.5906
Si 7.7652 2.8306 21.2416
Si 9.1421 8.7993 14.4556
Si 1.449 4.7843 10.3703
Si 4.4845 9.4869 19.1469
Si 11.0731 6.0994 21.1195
Si 6.6214 10.452 14.844
Si 5.391 0.7316 21.1835
P 2.3293 9.7842 10.336
Si 0.4285 10.6332 21.3926
Si 5.8522 5.2496 21.1296
Si 3.6237 7.0584 10.1187
Si 9.0508 5.6725 14.8334
Si 3.6618 4.0732 19.094
Si 10.0261 3.6671 19.3231
Si 4.2625 8.6718 15.3887
Si 0.4647 1.927 17.1654
Si 6.7906 7.5366 19.2601
Si 5.2531 3.6276 16.7341
Si 7.783 5.0219 17.5308
Si 6.6763 9.8911 10.3971
Si 4.3817 1.0225 10.0794
Si -0.0802 9.1312 11.8603
Si 9.1021 8.6322 20.9474
Si 4.5544 1.6662 14.5783
Si 2.4463 2.0795 21.0517
Si 6.3073 3.3276 10.3658
Si 3.4282 5.9188 16.7433
Si 9.856 6.5294 10.3628
O 0.1189 2.6308 18.5885
O 2.9303 9.6358 15.5909
O 10.8576 4.8096 20.1431
O 7.536 2.3725 9.9106
O 10.9102 5.3535 10.8346
O 6.5507 6.6899 12.8702
O 10.3246 8.0727 10.7587
O 7.6734 9.4562 13.9916
O 8.3955 6.2337 11.0079
O 5.3603 10.4857 20.0787
O 2.1843 3.7748 11.44
O 7.9729 8.548 19.766
O 6.2006 6.7295 20.5534
O 5.5063 2.7209 15.3973
O 1.3042 0.9245 20.7041
O 6.0583 9.0301 11.6455
O 4.6008 4.9866 16.1002
O 6.5949 3.911 17.6173
O 10.5838 10.7173 11.7444
O 5.5803 0.4944 13.9838
O 8.0193 5.1277 15.9349
O 9.7344 9.8123 15.5957
O -0.3941 5.1278 15.1126
O 1.5686 6.8377 20.8032
O 1.5047 0.6411 17.1849
O 6.5937 1.7736 20.8147
O 1.0095 1.8299 12.8048
O 3.2421 5.4877 18.3289
O 9.4921 2.0277 11.5868
O 1.039 3.1054 16.1908
O 8.5686 5.1092 13.3791
O 10.3094 8.656 13.2968
O 1.4437 9.3993 21.6939
O 10.0793 9.9337 20.6133
O 3.1295 0.0942 10.8497
O 5.0375 2.3339 10.8067
O 1.7685 4.1676 13.9326
O 7.9161 10.8568 10.8632
O 9.1343 4.4676 18.2212
O 5.6503 9.4999 15.7725
O 5.5034 -0.0885 9.7829
O 3.5935 2.2938 13.3741
O 1.9681 5.6713 16.0593
O 9.7315 1.007 14.0202
O 4.3398 6.9883 11.5526
O 4.7643 4.478 20.2094
O 9.9674 1.359 16.6281
O 6.6652 4.2848 11.6416
O 5.5809 8.4066 18.5844
O 9.0677 2.7376 20.2633
O 3.5978 1.1334 15.7733
O 4.2178 3.0736 17.8955
O 9.9132 7.2174 20.8974
O 3.2966 8.6949 9.8195
O 3.9433 7.4277 16.3938
O 7.6427 0.4919 15.682
O 8.9667 7.2939 14.9784
O 3.9303 1.433 21.1589
O 1.6043 9.1698 11.5777
O 2.2783 6.1851 10.1611
O 7.3461 6.4635 18.1563
O 7.2214 4.3659 21.1322
O 4.5397 8.2413 13.8145
O 3.3254 8.6701 19.9603
O 2.4965 3.2281 19.8714
O 3.7535 10.3715 17.9732

Results
free energy: -131307.645 eV
free energy less fixed offsets of O -568.88, P -755.39, Si -635.61 eV per atom: -3.575 eV

Forces (eV/angstrom), in the order of the atoms: element, x, y, z
Si -0.0062 -0.0033 -0.011
Si -0.0045 -0.0097 -0.0045
Si 0.0001 0.0096 -0.0159
Si 0.0061 0.0029 -0.0135
Si -0.0016 -0.0094 -0.0143
Si -0.0041 -0.0081 -0.0149
Si 0.0063 0.0027 -0.0134
Si -0.0043 0.0079 -0.0095
Si -0.0155 0.0028 0.0045
Si 0.0109 -0.0091 0.0121
Si -0.0029 0.0009 0.003
Si 0.0029 -0.0062 0.0085
Si 0.0055 -0.0033 0.0034
Si -0.005 0.0004 -0.0017
Si 0.007 -0.0024 -0.0024
Si -0.0045 0.0066 0.0065
Si 0.0042 0.0004 0.0183
Si 0.0032 0.0056 -0.0799
Si 0.0026 0.0085 -0.08
Si -0.0025 0.0018 0.0204
Si 0.0014 0.0021 -0.0564
Si 0.0028 -0.0026 0.0179
Si -0.0048 -0.002 0.0215
Si -0.0019 0.0019 -0.0473
Si 0.0037 -0.0043 -0.0031
Si 0.0061 -0.0003 0.096
Si 0.013 0.0113 0.088
Si 0.0019 0.0021 -0.0212
Si 0.0172 0.0028 0.0527
Si 0.0051 -0.0001 -0.0062
Si 0.0056 -0.0012 -0.0169
Si -0.0181 -0.0185 0.0877
Si 0.0001 0.0004 -0.0057
Si -0.0096 0.0097 -0.0185
Si 0.0058 -0.0052 -0.0144
Si -0.0032 0.0058 -0.0065
Si -0.0084 0.0074 -0.0165
Si 0.0051 -0.0062 -0.0047
Si -0.0176 0.0185 -0.0048
Si 0.0047 -0.0011 -0.0095
Si -0.0097 0.0098 0.0073
Si 0.0119 -0.0165 -0.0005
Si -0.0087 0.01 0.0045
Si 0.0083 -0.0156 0.0023
Si 0.0175 -0.0119 -0.0018
Si -0.0113 0.0073 0.0052
Si 0.0152 -0.0187 0.0022
Si -0.0056 0.0107 0.0043
Si -0.0039 0.0117 -0.0079
Si 0.0012 0.0051 0.0021
Si 0.0083 -0.0057 0.0063
Si -0.0089 0.0075 -0.0075
Si -0.0042 -0.0069 0.0058
Si -0.0006 0.0098 -0.0053
Si -0.0126 0.0041 -0.0094
Si 0.0012 0.0132 0.0081
Si 0.0053 -0.0084 0.0236
Si 0.0082 -0.0165 0.0087
Si 0.011 0.0005 0.0121
Si 0.001 -0.0117 0.0148
Si 0.0136 -0.008 0.0073
Si 0 -0.0045 0.0148
Si 0.015 -0.0014 0.015
Si -0.0115 -0.0279 0.0074
Si -0.0464 0.0124 -0.0945
Si 0.0049 -0.0153 0.0097
Si -0.0707 -0.0084 -0.0942
Si 0.0064 -0.0104 0.0044
Si 0.0263 -0.0096 0.0173
Si -0.0298 0.0336 -0.0864
Si 0.0145 -0.0124 -0.0048
Si 0.0129 0.0851 -0.0482
Si 0.0658 0.0097 0.0638
Si -0.0002 -0.0061 -0.0191
Si 0.009 -0.0073 0.0943
Si 0.0137 0.0096 -0.0082
Si -0.0453 -0.0247 -0.0217
Si -0.0037 -0.0251 0.0686
Si 0.008 0.0208 -0.0447
Si -0.0233 -0.1157 0.0411
Si -0.045 0.0455 0.035
Si -0.0086 0.0177 -0.0096
Si -0.0256 -0.008 -0.033
Si -0.023 0.0124 0.0414
Si 0.0002 0.0347 -0.025
Si -0.0099 0.0148 0.0124
Si -0.0006 0.1647 -0.0139
Si 0.0006 0.0045 -0.02
Si 0.0266 -0.0287 -0.0739
Si 0.0124 -0.0266 0.0249
Si 0.0112 -0.026 0.0815
Si -0.0095 -0.0206 -0.0069
Si 0.0298 -0.0377 0.0206
Si 0.0127 -0.0481 -0.0229
Si -0.0645 -0.1315 -0.3086
Si 0.0212 -0.0005 0.035
O -0.0507 0.0482 0.0488
O -0.0045 0.0106 -0.0191
O -0.0016 0.0112 0.0116
O 0.1354 -0.0147 0.4769
O 0.0123 -0.0249 0.0083
O 0.0483 -0.0098 0.0973
O 0.0047 0.0108 -0.0172
O -0.02 0.0188 -0.0186
O -0.0054 0.0023 0.0235
O 0.0008 0.0032 0.0198
O -0.0024 0.0077 0.0152
O 0.0046 -0.002 0.0132
O 0.0043 -0.0053 0.0103
O -0.0006 0.0031 0.0171
O 0.0057 -0.0018 0.0069
O 0.0071 -0.0004 0.0136
Si -0.0051 0.0048 0.0778
Si 0.0293 -0.0086 -0.0007
Si -0.0054 0.0001 0.0689
Si -0.0069 0.007 0.0494
Si -0.0102 -0.005 -0.0055
Si 0.02 -0.0273 0.0418
Si 0.0078 0.0117 0.0689
Si 0.001 0.0015 0.0749
Si 0.0007 -0.0013 0.0722
Si 0.0005 -0.004 -0.0146
Si 0.006 -0.0146 0.062
Si 0.0291 -0.0178 -0.017
Si 0.0104 -0.0048 0.0465
Si 0.0055 0.0101 -0.0081
Si 0.0075 0.0048 0.0512
Si 0.0045 -0.0007 -0.0111
P -0.0832 0.1116 -0.0883
Si -0.0001 -0.0003 -0.0142
Si 0.0049 0.0104 0.0008
Si 0.0451 0.0646 0.0321
Si -0.0164 -0.0006 0.077
Si -0.0023 -0.0083 0.0548
Si -0.0058 0.0109 0.0446
Si -0.0136 0.0032 0.0582
Si -0.008 -0.0018 0.0647
Si 0.0031 0.0098 0.0328
Si -0.0037 0.0112 0.0733
Si 0.0074 0.0115 0.0659
Si -0.0067 0.0022 0.015
Si -0.1122 -0.0221 -0.0761
Si -0.0068 0.0038 0.0537
Si 0.0069 0.0042 -0.0012
Si 0.0003 -0.0043 0.0636
Si -0.0026 -0.0071 0.0071
Si 0.0247 0.0261 -0.0192
Si 0.0001 -0.0121 0.0633
Si 0.002 0.0284 -0.0094
O 0.0139 -0.0141 -0.0306
O 0.0029 -0.009 -0.0275
O -0.0043 -0.0106 -0.0093
O -0.0094 0.01 0.0017
O -0.0056 0.0104 -0.0126
O -0.0102 0.001 -0.0258
O 0.0074 -0.0138 0.0211
O 0.0015 -0.0007 -0.0226
O 0.0154 -0.0086 -0.0092
O -0.0058 -0.0079 -0.0092
O -0.0123 0.0128 -0.0363
O -0.0078 -0.0048 -0.0106
O 0.0004 0.0025 -0.0054
O -0.0038 -0.0114 -0.0412
O 0.0015 0.0032 0.0028
O -0.0003 0.0085 -0.0432
O -0.0005 0.0022 -0.0265
O -0.0032 -0.0045 -0.0227
O -0.0228 -0.0261 -0.0196
O 0.006 0.0031 -0.0215
O 0.0226 0.0088 -0.0684
O -0.0045 -0.0083 -0.0299
O -0.0023 -0.007 -0.0275
O 0.0014 -0.0003 0.0034
O 0.0072 -0.0007 -0.0259
O 0.0003 0.0042 0.0065
O -0.0012 0.0052 -0.0251
O 0.0015 0.0159 -0.0322
O -0.006 -0.0096 -0.0174
O 0.0028 0.0187 -0.0335
O 0.002 0.0054 -0.0086
O 0.0228 0.0138 -0.0796
O 0.0013 0.0009 0.0043
O -0.0029 -0.0014 0.0047
O 0.0675 0.0383 -0.0597
O -0.0078 -0.019 -0.0097
O 0.0039 -0.0012 -0.0382
O -0.0094 0.0039 -0.0117
O -0.015 0.0049 -0.0252
O 0.0073 -0.0021 -0.0232
O 0.0052 -0.0089 -0.0001
O -0.0019 0.0084 -0.0272
O -0.0077 -0.0074 -0.0309
O 0.0138 0.0042 -0.0573
O -0.0446 0.0129 -0.1104
O -0.0099 -0.0023 -0.0122
O -0.0102 -0.009 -0.0266
O -0.0108 -0.0157 -0.026
O -0.0051 0.0033 -0.0157
O 0.0095 0.0058 -0.0086
O 0.0074 0.0079 -0.0316
O 0.0105 -0.0023 -0.0357
O 0.0018 -0.0011 0.005
O 0.0792 -0.0964 -0.019
O 0.0028 0.011 -0.034
O -0.0099 -0.0101 -0.0231
O -0.0012 0.0014 -0.0337
O 0.0046 0.0042 0.0038
O -0.0845 -0.0254 0.017
O 0.0048 -0.0002 0.0073
O 0.0047 -0.0206 -0.0283
O -0.0026 -0.0036 0.0041
O 0.0074 -0.01 -0.0383
O 0.0112 0.007 -0.0131
O 0.0063 0.0138 -0.0159
O -0.0184 0.0135 -0.0504

The program warned: the cutoff lies below the one the program advises for these potential files; the exchange-correlation potential is rough where the density is thin.
